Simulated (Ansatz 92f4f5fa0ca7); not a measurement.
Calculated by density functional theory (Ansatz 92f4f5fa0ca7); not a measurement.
Periodic cell of 224 atoms, Si133O90H1, from a study of silicon, its oxide and their interface. The atomic structure is a simulated model.
Doubt: the cutoff is far below the 930 eV that the study's wrapper takes by default for these files, so forces and energies are approximate.

Settings: functional PBE; potential files Ansatz PAW; basis plane waves; wave-function cutoff 580 eV; density cutoff ratio 5; exchange-correlation grid ratio 1; k mesh 1 x 1 x 1, Gamma-centred; self-consistency stop 5e-08 eV per atom in the density residual; occupations fixed; spin none; net charge -1 e, with a uniform compensating background and no finite-size correction.

Cell vectors (angstrom)
a, 10.938, 0, 0
b, 0, 10.938, 0
c, 0, 0, 33.3272

Atoms and the computed forces on them: element, x, y, z (angstrom), force x, y, z (eV/angstrom)
Si, 0.4946, -0.3916, 25.9237, -0.0527, 0.046, 0.2989
Si, 5.346, 0.3211, 25.8123, -0.074, 0.1267, -0.3141
Si, 2.9658, 2.4069, 25.7852, -0.0178, 0.0125, -0.0074
Si, 7.9779, 3.0168, 26.0884, -0.0283, 0.0221, -0.4558
Si, -0.26, 5.6295, 25.7662, -0.099, 0.0365, -0.3219
Si, 5.8927, 5.3043, 25.8699, 0.0036, 0.0054, 0.0025
Si, 2.6791, 8.2846, 25.6542, -0.077, 0.1023, -0.3037
Si, 8.5893, 8.0102, 25.7989, -0.0054, 0.0684, 0.0354
Si, 1.5219, 1.2683, 27.2609, 0.0032, -0.0427, -0.124
Si, 6.7994, 1.409, 27.2978, 0.0595, -0.0353, 0.0131
Si, 4.1356, 4.1151, 27.0375, 0.0249, -0.0095, -0.1445
Si, 9.6105, 4.1599, 27.2765, 0.0464, -0.0542, 0.0293
Si, 1.4125, 6.7962, 27.0352, 0.0509, -0.1237, -0.0178
Si, 6.994, 6.8675, 27.2107, 0.028, -0.0232, -0.1357
Si, 4.1935, 9.5348, 27.0321, 0.0845, -0.0417, -0.0171
Si, 9.7175, 9.5157, 27.2141, 0.0608, -0.0118, -0.1726
Si, 2.8548, -0.1114, 28.5705, -0.0478, 0.0861, -0.0078
Si, 8.2456, -0.0291, 28.5261, -0.0058, -0.0159, -0.0397
Si, 0.0527, 2.685, 28.5301, 0.0103, -0.0024, -0.0132
Si, 5.4189, 2.7813, 28.5727, -0.0607, 0.0254, -0.0119
Si, 2.7508, 5.4442, 28.4661, 0.029, -0.017, -0.0122
Si, 8.24, 5.4749, 28.6251, -0.0119, 0.0488, -0.0076
Si, 0.0901, 8.1164, 28.5502, -0.1123, 0.0877, 0.0095
Si, 5.5113, 8.1945, 28.4964, -0.0047, -0.0343, -0.0012
Si, 4.1018, 1.3673, 29.9089, 0.0869, -0.1028, 0.2808
Si, 9.5708, 1.3673, 29.9089, 0.0899, -0.0574, -0.1146
Si, 1.3673, 4.1018, 29.9089, 0.1904, -0.042, -0.2756
Si, 6.8362, 4.1018, 29.9089, -0.159, 0.0738, 0.2906
Si, 4.1018, 6.8362, 29.9089, 0.0179, -0.0397, -0.5175
Si, 9.5708, 6.8362, 29.9089, 0.4426, 0.084, 0.5304
Si, 1.3673, 9.5708, 29.9089, 0.3057, -0.3579, 0.1047
Si, 6.8362, 9.5708, 29.9089, 0.1006, -0.0312, -0.1721
Si, 0, 0, 31.2762, -0.0086, 0.0351, -0.0435
Si, 5.469, 0, 31.2762, 0.0604, 0.197, 0.0026
Si, 2.7345, 2.7345, 31.2762, -0.0566, -0.0707, -0.0161
Si, 8.2035, 2.7345, 31.2762, -0.0605, 0.0231, -0.0184
Si, 0, 5.469, 31.2762, -0.0899, 0.093, 0.0146
Si, 5.469, 5.469, 31.2762, 0.0654, -0.0093, -0.0022
Si, 2.7345, 8.2035, 31.2762, -0.0912, 0.0826, 0.0317
Si, 8.2035, 8.2035, 31.2762, 0.0713, 0.0538, -0.0159
Si, 1.3673, 1.3673, 32.6434, -0.0022, 0.0265, -0.0022
Si, 6.8362, 1.3673, 32.6434, 0.0424, -0.0926, -0.0062
Si, 4.1018, 4.1018, 32.6434, 0.0126, -0.0049, -0.018
Si, 9.5708, 4.1018, 32.6434, 0.0759, -0.0298, -0.0342
Si, 1.3673, 6.8362, 32.6434, 0.0729, -0.0928, -0.0144
Si, 6.8362, 6.8362, 32.6434, -0.0122, 0.0078, -0.007
Si, 4.1018, 9.5708, 32.6434, 0.0495, -0.0676, -0.0381
Si, 9.5708, 9.5708, 32.6434, -0.0281, -0.0137, -0.0111
Si, 2.7345, 0, 0.6835, -0.0135, 0.0127, 0.0066
Si, 8.2035, 0, 0.6835, 0.0037, 0.0837, 0.0489
Si, 0, 2.7345, 0.6835, -0.108, 0.029, 0.0165
Si, 5.469, 2.7345, 0.6835, 0.0136, 0.0152, 0.0141
Si, 2.7345, 5.469, 0.6835, -0.0417, 0.0341, 0.0387
Si, 8.2035, 5.469, 0.6835, -0.0052, -0.0149, 0.0088
Si, 0, 8.2035, 0.6835, -0.0101, 0.0044, 0.0068
Si, 5.469, 8.2035, 0.6835, -0.0334, 0.092, 0.0104
Si, 4.1018, 1.3673, 2.0507, -0.0097, -0.028, 0.051
Si, 9.5708, 1.3673, 2.0507, 0.0917, -0.0329, -0.008
Si, 1.3673, 4.1018, 2.0507, -0.0227, -0.114, -0.0098
Si, 6.8362, 4.1018, 2.0507, 0.0193, 0.007, 0.0517
Si, 4.1018, 6.8362, 2.0507, 0.0869, -0.0461, -0.013
Si, 9.5708, 6.8362, 2.0507, -0.0063, 0.0102, 0.0452
Si, 1.3673, 9.5708, 2.0507, -0.0006, 0.0181, 0.052
Si, 6.8362, 9.5708, 2.0507, -0.0363, -0.1525, -0.018
Si, 0, 0, 3.418, -0.0121, 0.3434, -0.2709
Si, 5.469, 0, 3.418, -0.2243, -0.1356, 0.2538
Si, 2.7345, 2.7345, 3.418, -0.2733, 0.0492, 0.0773
Si, 8.2035, 2.7345, 3.418, 0.0112, 0.0695, 0.2267
Si, 0, 5.469, 3.418, 0.0477, -0.0135, 0.2692
Si, 5.469, 5.469, 3.418, -0.1135, 0.2568, -0.125
Si, 2.7345, 8.2035, 3.418, 0.0494, 0.0245, 0.3482
Si, 8.2035, 8.2035, 3.418, -0.3708, -0.088, -0.2244
Si, 1.3311, 1.3786, 4.8122, 0.0376, -0.0652, 0.0361
Si, 6.7854, 1.3964, 4.786, 0.0052, 0.0142, -0.0106
Si, 4.0364, 4.1763, 4.7607, 0.0189, -0.0294, -0.0623
Si, 9.5568, 4.1214, 4.8216, -0.0064, 0.0076, 0.0434
Si, 1.3563, 6.8507, 4.8223, 0.0273, -0.024, -0.0216
Si, 6.7937, 6.8587, 4.8008, 0.0638, -0.0414, 0.0226
Si, 4.0724, 9.5789, 4.8594, 0.0076, 0.0036, 0.0347
Si, 9.5036, 9.6322, 4.7043, 0.0439, 0.0001, -0.0277
Si, 2.6228, -0.0391, 6.2458, -0.0439, 0.059, 0.1202
Si, 8.155, 0.0139, 6.1209, -0.0392, 0.0209, -0.0059
Si, -0.0242, 2.761, 6.2283, -0.077, 0.0477, 0.0087
Si, 5.3356, 2.7527, 6.0763, -0.0068, -0.0363, 0.0844
Si, 2.7392, 5.5113, 6.2598, -0.0366, 0.0719, 0.0089
Si, 8.1216, 5.4504, 6.1797, 0.0171, 0.033, 0.1454
Si, -0.1224, 8.2486, 6.0274, -0.0649, 0.01, 0.0904
Si, 5.4516, 8.2066, 6.2629, -0.0439, 0.0256, 0.0408
Si, 3.7686, 1.6427, 7.4596, -0.0107, -0.0962, -0.1387
Si, 9.6754, 1.161, 7.4832, 0.0914, -0.0806, 0.1737
Si, 1.5893, 3.9087, 7.56, 0.0823, -0.1059, 0.1995
Si, 6.5102, 4.2294, 7.4609, 0.0896, -0.0258, -0.0642
Si, 4.3855, 6.576, 7.6594, 0.0212, 0.0499, 0.1066
Si, 9.2581, 7.1474, 7.3936, -0.0598, -0.0432, -0.0983
Si, 0.8809, 9.7694, 7.4967, 0.0752, 0.0031, -0.0853
Si, 7.0678, 9.4068, 7.5352, 0.0848, -0.1075, 0.1782
O, 9.6112, 6.8115, 25.2464, 0.0516, -0.0504, 0.1993
O, 4.151, 1.3562, 25.2497, 0.075, -0.0675, 0.2369
O, 8.1832, 8.2587, 8.0206, -0.0647, 0.0663, -0.1885
O, 2.6878, 2.755, 8.0593, -0.0716, 0.1141, -0.1963
O, 6.9227, 4.0967, 25.3678, 0.1137, -0.1058, 0.3027
O, 1.5423, 9.4462, 25.234, 0.094, -0.1055, 0.1942
O, 5.4945, 5.4038, 8.0012, -0.0559, 0.0278, -0.1199
O, -0.1313, 0.051, 7.9455, -0.0681, 0.0735, -0.1265
O, 6.9664, 3.3975, 8.8086, 0.0403, -0.03, 0.0022
O, 6.5448, 10.1666, 8.9163, 0.0083, -0.0139, -0.1098
O, 10.1401, 6.567, 8.6429, 0.0574, -0.0697, 0.059
O, 1.0973, 8.9066, 8.8758, 0.003, 0.0034, -0.0618
O, 4.5866, 1.0351, 8.732, 0.0507, -0.0174, 0.0654
O, 1.0262, 4.6307, 8.9479, -0.0219, 0, -0.1078
O, 8.93, 1.5952, 8.8959, -0.0101, 0.0226, -0.1038
O, 3.9642, 7.0521, 9.1813, 0.0051, -0.0438, -0.1452
O, 8.0608, 8.881, 24.5032, -0.0026, -0.0445, 0.0043
O, 8.7799, 2.2452, 24.8997, -0.0993, 0.1161, 0.1629
O, 5.5863, 6.2729, 24.5685, -0.0289, 0.0073, 0.082
O, 2.001, 2.8333, 24.5186, 0.0211, 0.0026, 0.0367
O, 10.7731, 0.4065, 24.6844, 0.0076, 0.0238, -0.2205
O, 0.1944, 4.7776, 24.4219, -0.0303, 0.0832, 0.1875
O, 6.927, 11.8544, 20.7473, 0.0209, -0.1324, 0.0471
O, 6.2636, 10.8161, 24.5166, -0.0815, 0.0259, 0.1722
Si, 9.7078, 1.3543, 23.9254, -0.0537, 0.0489, 0.0066
Si, 4.961, 6.2287, 20.5547, 0.3655, -0.2208, -0.1491
Si, 1.0357, 8.9536, 10.5118, -0.0329, 0.0324, 0.1525
Si, 17.3829, 5.2357, 16.0278, 0.187, -0.1254, 0.4558
Si, 6.9575, 2.0973, 19.5913, -0.2628, 0.0436, -0.0016
Si, 19.2579, 14.3192, 12.6791, -0.0435, 0.0785, 0.2167
Si, 10.9375, 5.1806, 16.968, -0.1283, -0.0139, 0.2115
Si, 9.0403, -0.6959, 16.4514, -0.0955, 0.0118, 0.054
Si, 15.304, 10.3632, 19.0893, 0.0823, 0.0031, 0.0157
Si, 12.078, 3.0819, 18.6058, 0.0201, 0.3467, -0.0766
Si, 8.3439, 2.9638, 9.5743, -0.0255, -0.0079, 0.0227
Si, 3.1003, 7.722, 18.6137, 0.1522, -0.1656, 0.0625
Si, 11.2428, 1.1903, 16.39, -0.1066, 0.1113, 0.0374
Si, 0.3853, 13.724, 13.6083, 0.0428, -0.0196, 0.0464
Si, 3.9135, 2.3094, 20.117, -0.0707, 0.1498, -0.0462
Si, 6.1262, 2.4118, 14.5351, -0.0114, 0.1246, 0.1947
Si, 7.6615, 5.6043, 18.9837, -3.817, 2.3807, -0.569
Si, 5.209, 10.7863, 9.6472, -0.0269, 0.0201, 0.0423
Si, 15.2963, 6.5218, 23.5157, 0.0433, -0.0694, -0.1881
Si, 17.8168, 10.2203, 20.725, -0.013, 0.0836, -0.1197
Si, 3.2005, 4.2137, 22.0174, 0.174, 0.0323, -0.3785
Si, 11.391, 9.6385, 14.9394, -0.0784, 0.1859, 0.0086
Si, 6.3765, 11.4237, 17.0061, -0.0345, 0.0346, 0.0745
Si, 5.2733, 8.3045, 13.2047, 0.0358, -0.0158, 0.1202
Si, 10.5387, 5.2355, 9.4898, -0.0466, 0.068, 0.0346
Si, 3.7826, 6.9106, 15.5755, 0.1156, -0.0272, 0.031
Si, 7.4903, 10.1619, 23.6451, -0.0204, -0.084, -0.1036
Si, -2.0227, 8.5178, 19.0232, -0.1971, -0.386, -0.0316
Si, -0.3813, 6.8408, 12.1297, -0.0274, 0.0997, 0.0913
Si, 1.5753, 11.0793, 12.4132, -0.0232, 0.0075, 0.0525
Si, 11.1378, 6.8147, 19.2418, -0.1182, -0.0433, 0.1665
Si, 3.8359, 8.1193, 10.411, -0.0135, -0.016, 0.151
Si, 0.8406, 3.5288, 23.5656, 0.144, 0.0359, -0.1417
Si, 9.3365, 4.3087, 19.2033, 3.8212, -2.9866, 0.296
Si, 4.8188, 11.3134, 12.6098, -0.0333, -0.0164, 0.1454
Si, 7.8062, 6.2992, 13.5775, -0.0697, -0.0398, 0.1324
Si, 1.3083, 5.4867, 14.2527, 0.0055, -0.0302, 0.0705
O, 10.3098, 8.1254, 19.7991, -0.1015, -0.0221, -0.1967
O, 5.0928, 1.7815, 13.4051, 0.0111, 0.0005, -0.0267
O, 10.6691, 3.1449, 19.4198, 0.4689, -0.1821, -0.0945
O, 7.1263, 12.3079, 18.1342, 0.0235, -0.0309, -0.0062
O, 4.1945, 7.9965, 14.4029, -0.0144, 0.001, -0.0512
O, 3.7815, 0.7023, 19.8997, -0.0666, 0.0529, -0.0038
O, 2.3248, 8.0821, 10.9918, 0.0432, -0.0375, -0.0264
O, -1.3377, 4.3754, 17.459, 0.0242, 0.2629, 0.198
O, 7.6644, 4.8942, 12.7092, 0.0311, -0.0526, -0.0703
O, 9.3848, -1.7557, 17.614, -0.013, -0.1318, 0.1767
O, 5.9183, 14.8368, 15.1993, -0.0343, -0.1924, -0.1338
O, 5.4735, 9.9424, 13.2573, -0.0165, 0.0126, -0.0407
O, 10.7051, 8.2178, 11.2381, 0.0139, 0.0235, -0.071
O, 17.7752, 5.0833, 17.6047, 0.0129, -0.284, -0.6174
O, 1.1074, 10.7758, 15.919, -0.0494, 0.0248, 0.0196
O, 5.9286, 12.3356, 15.7637, -0.0186, 0.0435, -0.1008
O, 1.8167, 7.1096, 19.4189, -0.1475, -0.0486, -0.0962
O, 19.1637, 3.0562, 19.826, -0.0521, 0.5837, -0.1875
O, 7.9404, 18.1533, 18.7406, 0.8677, 1.024, 0.0204
O, 12.0968, 1.758, 17.6324, -0.2147, -0.1023, -0.2328
O, 3.2002, 11.1325, 12.5106, 0.0202, -0.0152, -0.0252
O, 3.3223, 7.5995, 24.2587, -0.0261, 0.0312, 0.2153
O, 19.0929, 9.6415, 19.9223, 0.1452, -0.1279, -0.1138
O, 9.4136, 4.1179, 9.201, 0.0262, 0.0171, -0.0213
O, 11.8794, 9.9765, 13.4233, -0.0214, -0.0461, 0.0264
O, 3.7925, 2.7001, 21.741, -0.0868, 0.2038, -0.1442
O, 4.9294, 7.0041, 22.0498, -0.1419, 0.0108, 0.1976
O, 1.1509, 10.529, 10.9271, -0.0026, -0.0283, -0.0332
O, 5.1638, 6.2231, 16.0156, -0.0589, 0.0231, -0.0196
O, 18.3526, 10.3342, 16.3689, 0.0473, -0.0257, -0.0434
O, -2.8371, 2.7866, 11.1631, -0.0005, -0.0226, -0.1535
O, 6.6529, 7.4394, 13.3491, -0.0074, 0.0151, -0.0275
O, 5.4235, 2.7723, 19.6143, -0.0973, -0.1231, 0.0093
O, 11.0471, 5.3374, 15.3519, 0.0294, -0.015, -0.0354
O, 15.9754, 10.7362, 17.6384, -0.0308, -0.0369, -0.0201
O, 9.7002, 11.7057, 16.7904, 0.2714, 0.1051, -0.0879
O, 0.2148, 2.2316, 15.1205, 0.0131, -0.1472, 0.2466
O, 3.6899, 5.0217, 23.374, -0.0063, 0.0562, 0.0153
O, 14.0327, -3.4352, 16.9636, 0.0021, 0.0315, 0.0558
O, 11.893, 8.1641, 15.3474, 0.1839, -0.0476, -0.2658
O, 5.4995, 11.4255, 11.1117, 0.0341, -0.0209, -0.1403
O, 4.1157, -1.3506, 9.7547, 0.0007, 0.0518, -0.0819
O, 8.6627, 11.2448, 23.2357, 0.0025, 0.0148, -0.0388
O, 4.7919, 7.8456, 11.6934, -0.0543, 0.0059, -0.1179
O, 10.6312, 2.4377, 23.1101, -0.0064, 0.0002, -0.0055
O, 3.7902, 5.0914, 20.7573, -0.2537, -0.2552, 0.2982
O, 7.7036, 5.8815, 15.1637, 0.0258, 0.0667, -0.1618
O, -0.418, 5.5976, 11.0602, 0.0152, -0.1305, -0.1262
O, 9.7406, 9.7332, 15.0475, 0.0484, 0.0096, -0.0405
O, 0.9339, 12.5522, 12.6143, 0.0022, -0.0273, -0.0351
O, 6.883, 9.6315, 22.2475, 0.0225, 0.014, 0.1602
O, 1.4655, 4.0042, 13.5594, 0.0144, 0.0237, -0.0088
O, 4.4583, 7.1039, 19.2791, -0.2532, 0.1393, -0.0787
O, 2.7447, 5.855, 14.9091, -0.0236, -0.0121, -0.0561
O, 9.9033, 14.2882, 13.0317, -0.0925, 0.0299, -0.0768
O, 3.1348, 9.3368, 18.8479, 0.0067, -0.0159, -0.0339
O, 9.2123, 6.9476, 13.0513, 0.0602, 0.0061, -0.044
O, 17.3919, 5.6871, 20.1622, -0.5423, -0.0647, 0.6625
O, 0.8912, 6.5513, 13.0876, 0.0031, 0.0249, -0.0127
O, 10.9364, 6.7045, 17.6036, 0.028, -0.1829, -0.0254
O, 16.4489, 9.6755, 20.032, -0.0205, 0.0277, -0.0172
O, 1.5726, 4.097, 22.2199, -0.0432, -0.0196, 0.1309
O, 10.4697, 5.5007, 19.9365, -0.1362, 0.3024, -0.2229
O, 23.1954, 4.4002, 17.5832, -0.1431, -0.3043, 0.2185
O, 13.5212, 2.9776, 19.409, 0.1601, -0.0536, 0.16
O, 7.5783, 2.4214, 13.7733, 0.03, 0.0055, -0.0771
H, 12.3392, 8.0469, 16.2023, -0.0588, 0.0109, 0.2179

Results
free energy: -135744.275 eV
free energy less fixed offsets of H -15.97, O -568.88, Si -635.61 eV per atom: 7.025 eV

The program warned: the cutoff lies below the one the program advises for these potential files; the exchange-correlation potential is rough where the density is thin.
